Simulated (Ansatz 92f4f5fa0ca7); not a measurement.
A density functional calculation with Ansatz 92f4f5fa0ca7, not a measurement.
Periodic cell of 223 atoms, Si132O89H2, from a study of silicon, its oxide and their interface. The atomic structure is a simulated model.
Doubt: the cutoff is far below the 930 eV that the study's wrapper takes by default for these files, so forces and energies are approximate.
This geometry differs little from another in the collection (a relaxation step or a small displacement).

Settings: functional PBE; potential files Ansatz PAW; basis plane waves; wave-function cutoff 580 eV; density cutoff ratio 5; exchange-correlation grid ratio 1; k mesh 1 x 1 x 1, Gamma-centred; self-consistency stop 5e-08 eV per atom in the density residual; occupations fixed; spin none; net charge 0.

Cell vectors (angstrom)
a 10.938 0 0
b 0 10.938 0
c 0 0 32.6805

Atoms: element, x, y, z (angstrom)
Si -0.0572 0.2376 25.0852
Si 5.713 -0.185 25.1438
Si 2.407 2.9512 25.234
Si 8.5399 2.4253 25.0026
Si 0.3333 5.3326 25.2527
Si 5.1731 5.7977 25.2194
Si 3.0192 7.9941 25.6104
Si 7.9078 8.4617 25.1916
Si 1.3317 1.3895 26.597
Si 6.9296 1.3754 26.4265
Si 4.1148 4.0734 26.4526
Si 9.5732 4.109 26.3825
Si 1.4169 6.7691 26.738
Si 6.8114 6.8718 26.5463
Si 4.2331 9.6471 26.6519
Si 9.631 9.5732 26.3851
Si 2.7357 0.0212 27.9147
Si 8.2557 -0.0227 27.843
Si -0.0554 2.7707 27.9012
Si 5.508 2.7113 27.8278
Si 2.8062 5.381 27.9689
Si 8.2114 5.4565 27.8392
Si -0.0224 8.2184 27.8902
Si 5.5027 8.2071 27.9786
Si 4.1018 1.3673 29.2622
Si 9.5708 1.3673 29.2622
Si 1.3673 4.1018 29.2622
Si 6.8362 4.1018 29.2622
Si 4.1018 6.8362 29.2622
Si 9.5708 6.8362 29.2622
Si 1.3673 9.5708 29.2622
Si 6.8362 9.5708 29.2622
Si 0 0 30.6295
Si 5.469 0 30.6295
Si 2.7345 2.7345 30.6295
Si 8.2035 2.7345 30.6295
Si 0 5.469 30.6295
Si 5.469 5.469 30.6295
Si 2.7345 8.2035 30.6295
Si 8.2035 8.2035 30.6295
Si 1.3673 1.3673 31.9967
Si 6.8362 1.3673 31.9967
Si 4.1018 4.1018 31.9967
Si 9.5708 4.1018 31.9967
Si 1.3673 6.8362 31.9967
Si 6.8362 6.8362 31.9967
Si 4.1018 9.5708 31.9967
Si 9.5708 9.5708 31.9967
Si 2.7345 0 0.6835
Si 8.2035 0 0.6835
Si 0 2.7345 0.6835
Si 5.469 2.7345 0.6835
Si 2.7345 5.469 0.6835
Si 8.2035 5.469 0.6835
Si 0 8.2035 0.6835
Si 5.469 8.2035 0.6835
Si 4.1018 1.3673 2.0507
Si 9.5708 1.3673 2.0507
Si 1.3673 4.1018 2.0507
Si 6.8362 4.1018 2.0507
Si 4.1018 6.8362 2.0507
Si 9.5708 6.8362 2.0507
Si 1.3673 9.5708 2.0507
Si 6.8362 9.5708 2.0507
Si 0 0 3.418
Si 5.469 0 3.418
Si 2.7345 2.7345 3.418
Si 8.2035 2.7345 3.418
Si 0 5.469 3.418
Si 5.469 5.469 3.418
Si 2.7345 8.2035 3.418
Si 8.2035 8.2035 3.418
Si 1.3641 1.3493 4.7983
Si 6.8472 1.3551 4.7823
Si 4.1305 4.0857 4.7084
Si 9.5787 4.106 4.8017
Si 1.3558 6.8461 4.7616
Si 6.7905 6.8667 4.816
Si 4.098 9.536 4.8452
Si 9.4868 9.655 4.7112
Si 2.669 -0.0918 6.2067
Si 8.1509 0.0001 6.221
Si 0.005 2.7431 6.1827
Si 5.4911 2.7375 6.1008
Si 2.7456 5.4231 6.0352
Si 8.2038 5.4937 6.1374
Si -0.104 8.2618 5.9665
Si 5.3869 8.1538 6.3206
Si 3.885 1.5551 7.3353
Si 9.7989 1.1626 7.482
Si 1.6945 3.8541 7.4093
Si 6.6753 4.3071 7.4402
Si 4.26 6.3842 7.54
Si 9.3058 7.1717 7.3491
Si 0.9468 9.7111 7.4607
Si 6.9949 9.3472 7.5951
O 1.3828 4.1553 24.6954
O 6.8004 9.5877 24.6388
O 2.7898 2.6852 7.8346
O 8.1752 8.237 7.9788
O 5.5106 5.3706 7.9275
O -0.0582 -0.0002 7.9491
O 4.0203 6.9274 24.8332
O 9.7214 1.325 24.6351
O 1.1651 8.7684 8.818
O 1.4127 4.625 8.8413
O 9.2868 1.8667 8.88
O 6.363 9.9707 9.0124
O 4.5617 0.9624 8.6988
O 3.4375 6.4756 8.9851
O 7.4205 3.7886 8.8161
O 10.285 6.6962 8.5987
O 2.791 2.0217 23.9178
O 5.0052 0.5015 23.8018
O 7.9558 2.7819 23.4863
O 10.7905 6.2951 23.9933
O 8.4736 7.675 23.8622
O 2.1772 8.9053 24.5691
O 5.7528 5.3424 23.7493
O 0.7361 10.791 23.6576
Si 2.9078 9.4625 18.1283
Si 4.0827 5.2667 19.8712
Si -1.3636 4.0171 19.647
Si 4.0999 1.6375 23.0269
Si 12.6549 -1.3862 23.1815
Si 12.0993 -3.8363 16.7117
Si -0.0224 8.1417 21.1171
Si 15.9156 -3.7668 15.0075
Si 3.6063 4.0192 12.3175
Si -5.5378 10.3392 14.5223
Si 7.5554 -1.8129 17.6313
Si 6.0878 4.5973 13.8362
Si 7.9173 10.9473 13.0638
Si 0.2479 -3.3022 9.5966
Si -1.1014 9.2731 11.8359
Si -1.525 10.267 19.4891
Si 2.3691 -4.9642 14.2153
Si 1.1724 -0.2037 12.9309
Si 3.8777 0.7603 12.1968
Si 5.3782 4.4883 22.4178
Si 2.7442 1.4035 17.3291
Si 8.3508 2.9167 12.6877
Si 5.1656 7.4467 17.9322
Si 5.7106 0.3874 9.6803
Si 5.1352 2.4736 18.753
Si -0.3581 1.7518 17.6854
Si -0.7756 1.3743 14.5202
Si 0.9942 5.8631 19.3482
Si 6.5451 0.0377 19.7584
Si 9.4379 6.5979 23.115
Si 8.1678 3.8247 22.2428
Si 13.2513 5.5949 9.8098
Si 5.1444 2.1839 15.8543
Si 3.728 -0.4218 20.9644
Si 0.4189 8.069 14.0256
Si 8.0581 2.5674 9.6809
O 4.944 11.1069 11.1094
O 6.685 -0.8554 13.5865
O 2.5255 5.2967 19.4162
O 1.2595 1.9939 17.6186
O 0.1702 -3.0648 15.6431
O 4.718 6.6949 16.5564
O -5.6046 -0.7095 20.6189
O 2.0429 6.0246 15.8237
O 5.0993 4.6417 12.5371
O 1.2665 6.6839 10.4471
O 6.1578 1.6306 19.7017
O 6.7625 -3.2096 17.889
O -0.7385 0.4411 18.5831
O 3.0539 9.7641 22.2581
O 0.8239 8.4504 22.4407
O 7.4437 1.5421 12.761
O 9.1069 0.1291 14.2158
O 9.0899 3.2406 21.0215
O 3.6749 1.1384 21.5136
O 3.7969 2.3967 12.2363
O 6.7439 4.2559 21.5626
O 10.9847 4.7424 20.0276
O 3.4987 2.1019 16.0441
O 5.7 0.6544 15.5565
O 2.7913 -0.8929 19.6794
O 4.1986 0.0373 13.6225
O 6.1481 6.1115 14.4886
O 0.4646 6.1348 17.8207
O 2.6492 -0.2166 17.1191
O 5.8165 2.6292 17.2772
O 1.4356 -1.5979 13.7599
O -0.8631 8.3378 10.5535
O -0.0219 -0.4517 11.8606
O 13.9339 4.6595 10.9542
O 5.5429 3.3679 14.8026
O 7.8073 -1.6844 16.0405
O 4.8627 3.9513 19.3279
O 8.7642 5.1478 22.9507
O 3.7073 6.8899 14.0255
O -1.252 7.2023 21.6175
O 8.0905 -0.1135 20.3312
O -0.9648 -2.5793 13.2055
O 4.8394 -4.3794 19.2456
O -6.6756 5.2597 21.4988
O 8.951 9.0773 18.4712
O 0.7259 0.9385 14.0356
O 4.9098 3.0193 22.8874
O 10.4639 -1.3535 20.5136
O 0.9284 7.2946 20.1159
O -5.8371 8.8178 15.0651
O 8.4141 -0.8737 11.7784
O 7.5851 4.1969 13.3317
O -4.2723 -0.557 18.2359
O 1.938 8.2568 17.5916
O 10.0801 1.6343 16.1242
O 4.4094 8.8781 18.0266
O 13.2946 -10.6756 11.9325
O 6.8907 1.4685 9.9285
O 1.1153 -4.2394 13.4569
O 2.6396 4.4847 13.5838
O 9.6897 2.6563 13.6064
O 8.644 3.154 11.0978
O 3.7054 1.6847 18.6291
O -1.1098 2.9917 18.4031
H 8.4674 -1.0704 15.6714
O -2.3995 5.1884 19.1927
H -3.3306 4.9728 19.0114

Results
free energy: -134561.915 eV
free energy less fixed offsets of H -15.97, O -568.88, Si -635.61 eV per atom: 0.865 eV

Forces (eV/angstrom), in the order of the atoms: element, x, y, z
Si 0.0316 0.0453 -0.1679
Si 0.076 -0.0727 -0.1044
Si -0.1075 0.0529 -0.0761
Si 0.0708 -0.089 -0.1149
Si 0.0597 -0.0879 -0.1462
Si -0.067 0.1291 -0.0202
Si 0.0343 -0.0461 -0.1399
Si -0.0811 0.0246 -0.1031
Si -0.0444 0.0521 0.0424
Si 0.0074 -0.038 0.023
Si -0.0073 0.0338 0.0521
Si 0.01 0.0166 0.0579
Si 0.0565 -0.0042 0.0685
Si -0.0588 0.0449 0.0221
Si 0.008 -0.0016 0.064
Si 0.0077 0.0119 0.0508
Si 0.0559 -0.0088 -0.0252
Si -0.0249 0.0328 0.0406
Si 0.007 -0.011 -0.0231
Si -0.0056 0.0135 -0.0125
Si 0.0057 -0.0164 -0.0443
Si -0.0003 -0.0273 -0.0291
Si -0.0036 -0.0433 -0.0249
Si -0.0084 -0.0497 -0.0543
Si 0.1916 0.209 -0.1259
Si -0.1731 -0.0146 0.0009
Si -0.1188 -0.2974 0.3298
Si 0.0347 -0.0404 -0.3926
Si 0.1031 -0.1004 0.4329
Si -0.1585 -0.0276 -0.206
Si -0.0839 0.0205 -0.0551
Si 0.5905 0.205 0.253
Si 0.0419 0.062 -0.0056
Si 0.053 0.0638 -0.0319
Si -0.068 -0.0073 0.0175
Si -0.0324 -0.0875 -0.0165
Si 0.0633 0.035 -0.038
Si 0.014 0.1003 0.0158
Si -0.0407 -0.0624 -0.0241
Si -0.0186 0.0475 0.0243
Si 0.0611 -0.034 -0.0024
Si -0.0159 0.0329 -0.0079
Si -0.0264 0.0006 -0.027
Si 0.0322 0.0218 -0.0399
Si -0.038 0.0049 -0.0023
Si 0.0204 -0.0177 0.001
Si -0.0028 -0.0415 -0.0368
Si 0.024 -0.0565 -0.0176
Si -0.005 -0.0004 0.0142
Si -0.026 0.0287 0.0213
Si -0.0397 0.0149 -0.008
Si 0.0084 -0.0352 0.0281
Si 0.0313 0.0142 0.0276
Si 0.0092 -0.01 0.009
Si 0.0181 0.0355 0.0415
Si -0.0399 0.0303 -0.0007
Si -0.1064 -0.0213 0.0122
Si 0.1344 0.0454 -0.046
Si -0.0324 -0.0377 0.0021
Si 0.031 0.0849 0.0148
Si 0.0118 -0.0077 -0.0087
Si -0.0264 -0.0443 0.0389
Si 0.0155 -0.0158 0.0459
Si -0.038 -0.1338 -0.0416
Si -0.0714 0.3674 -0.3149
Si -0.0952 -0.2155 0.2762
Si -0.0514 -0.3211 -0.1804
Si 0.1275 -0.0165 0.0811
Si -0.008 -0.0706 -0.0562
Si 0.1997 0.2556 -0.2983
Si 0.1336 0.0224 0.0352
Si -0.4809 0.0533 -0.1552
Si 0.0149 0.0055 0.0111
Si -0.0023 0.0245 0.0728
Si 0.0042 -0.0187 0.0633
Si 0.0136 0.0315 0.0144
Si -0.0191 0.032 -0.0031
Si 0.0097 -0.0088 -0.0026
Si -0.0317 -0.0113 0.0265
Si -0.0116 -0.0155 0.0313
Si -0.023 0.0159 -0.0059
Si 0.0071 -0.002 -0.0506
Si 0.0248 -0.044 -0.0026
Si -0.0279 0.0179 -0.0511
Si 0.0594 -0.0618 -0.0627
Si -0.0624 -0.014 -0.0279
Si -0.0178 0.0385 -0.0557
Si 0.0311 0.0017 0.0004
Si -0.0815 0.1157 0.0593
Si 0.0221 -0.0994 0.0082
Si 0.1428 -0.0672 0.0872
Si -0.1197 0.0468 0.0546
Si 0.0549 -0.0736 0.1152
Si -0.0253 0.1453 0.1532
Si -0.0654 0.0377 0.0761
Si 0.0322 -0.0429 0.0694
O -0.0265 0.0338 0.0732
O -0.0125 0.0251 0.0732
O -0.0309 -0.0099 -0.057
O -0.008 -0.0484 -0.0735
O 0.0347 -0.0095 -0.05
O 0.0409 -0.018 -0.041
O -0.0121 0.013 0.1085
O -0.0111 0.0012 0.0913
O -0.005 0.0126 -0.052
O -0.0105 -0.0324 -0.0581
O -0.0044 0.0194 -0.0211
O -0.006 0.0113 -0.0375
O 0.0239 -0.0197 -0.0347
O 0.0172 0.0104 -0.074
O 0.0107 0.0034 -0.0458
O -0.0454 0.0034 -0.0766
O 0.0089 0.0058 0.0595
O 0.013 0.011 0.0835
O -0.0019 -0.0095 0.1009
O -0.0368 -0.0382 0.066
O 0.0509 -0.0613 0.0389
O 0.0059 -0.0132 -0.0733
O -0.0208 0.0071 0.0615
O 0.0307 -0.0312 0.0592
Si -0.0132 0.0036 0.0372
Si -0.0118 -0.0234 0.0044
Si 0.0068 0.0271 0.01
Si -0.0151 -0.0221 -0.0875
Si -0.0101 -0.0065 0.0838
Si -0.0071 -0.0024 0.018
Si 0 0.0058 -0.0395
Si -0.0223 -0.0118 -0.0056
Si -0.0029 -0.0043 0.0406
Si -0.0198 0.0245 -0.0191
Si -0.0084 0.0005 0.0338
Si 0.0144 -0.0227 -0.0156
Si 0.0179 0.0116 -0.0103
Si -0.0154 0.0222 0.0869
Si 0.013 0.0135 0.0309
Si -0.0126 0.0005 0.0464
Si -0.0151 -0.0071 -0.0205
Si 0.0013 0.0021 -0.0051
Si -0.0312 -0.0004 0.0201
Si -0.0084 0.0074 -0.0802
Si 0.0156 -0.0131 0.0315
Si -0.0124 -0.0119 0.0232
Si -0.0074 -0.01 0.0424
Si -0.0252 -0.0117 0.0364
Si -0.0054 -0.0022 0.0171
Si -0.0108 -0.0018 0.026
Si 0.0071 -0.0006 -0.0128
Si -0.005 0.0086 0.028
Si 0.0021 -0.0009 0.0292
Si -0.015 0.0222 -0.0725
Si 0.0098 0.0566 -0.0723
Si 0.0023 -0.0038 0.092
Si 0.0126 0.0148 0.0191
Si -0.0051 -0.0049 -0.0468
Si 0.0012 0.0113 -0.0056
Si 0.0006 0.0112 0.0606
O 0.0153 -0.0053 -0.0381
O 0.0124 -0.0082 0.0027
O 0.0119 0.0033 -0.0005
O -0.0217 0.0025 -0.0097
O -0.0002 -0.0026 0.008
O 0.003 -0.0128 -0.0076
O -0.0076 0.0073 0.0099
O 0.0042 0.0036 0.0052
O -0.0037 0.0036 -0.0028
O 0.0037 -0.0032 -0.0458
O 0.0005 0.0033 -0.0099
O -0.0108 0.0006 -0.0138
O 0.0016 0.0161 -0.0189
O 0.0075 0.0312 0.0314
O -0.0163 -0.0081 0.0315
O 0.0094 0.0002 -0.0049
O -0.0089 -0.0056 0.0109
O -0.0084 0.0182 0.0275
O 0.0202 0.0043 0.0577
O 0.0013 -0.004 -0.0058
O 0.0334 -0.0129 0.0567
O -0.001 -0.0143 0.0051
O -0.005 0.0006 -0.0152
O -0.0108 -0.0057 -0.0025
O 0.012 -0.0001 0.002
O 0.0179 -0.0048 0.0092
O -0.0058 0.0285 0.0093
O -0.0009 0.0059 -0.0182
O 0.0016 0.0019 -0.0157
O -0.0037 -0.013 -0.0139
O -0.0136 -0.0055 0.0016
O 0.0276 -0.0197 -0.0486
O -0.0107 -0.0029 -0.0037
O -0.0122 0.0286 -0.0604
O -0.0103 -0.0058 0.0092
O 0.0149 -0.0007 -0.0154
O -0.0047 0.0122 -0.0001
O 0.011 0.0357 0.0322
O 0.0162 0.009 0.006
O -0.0142 -0.0345 0.0795
O -0.0021 -0.0042 -0.0105
O 0.0076 -0.0122 0.0055
O 0.005 0.011 -0.0126
O 0.0032 -0.0149 0.023
O -0.0072 0.004 -0.0284
O -0.0147 0.0074 0.0122
O 0.0002 0.0015 0.0415
O 0.0041 -0.0026 0.0006
O -0.0129 -0.0042 0.0134
O 0.0127 -0.0079 0.0005
O 0.0021 0.0077 0.005
O -0.0065 0.0153 0.0031
O -0.0083 -0.0102 -0.03
O 0.0109 0.0032 -0.0109
O 0.0034 0.0067 0.0142
O 0.0043 0.005 -0.0133
O 0.0167 -0.003 0.0062
O 0.0028 -0.0001 -0.0262
O 0.0092 -0.0026 0.0055
O -0.0052 0.0085 0.0046
O 0.0039 -0.0077 0.0057
O -0.0055 -0.0096 -0.0237
O -0.0128 -0.0093 -0.0058
O 0.0029 -0.015 -0.0142
H -0.0121 0.0001 0.0156
O -0.2387 -0.0772 -0.0615
H 0.2515 0.0552 0.083

The program warned: the cutoff lies below the one the program advises for these potential files; the exchange-correlation potential is rough where the density is thin.
